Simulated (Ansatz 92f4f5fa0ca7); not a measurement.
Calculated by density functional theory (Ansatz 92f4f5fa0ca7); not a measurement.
Periodic cell of 447 atoms, Si304O143, from a study of silicon, its oxide and their interface. The atomic structure is a simulated model.
Doubt: the cutoff is far below the 930 eV that the study's wrapper takes by default for these files, so forces and energies are approximate.
This geometry differs little from another in the collection (a relaxation step or a small displacement).

Settings
functional: PBE
potential files: Ansatz PAW
basis: plane waves
wave-function cutoff: 580 eV
density cutoff ratio: 5
exchange-correlation grid ratio: 1
k mesh: 1 x 1 x 1, Gamma-centred
self-consistency stop: 5e-08 eV per atom in the density residual
occupations: fixed
spin: none
net charge: 0

Cell vectors (angstrom)
a 15.4691 0 0
b 0 15.4691 0
c -2.03 -4.9548 33.5746

Atoms and the computed forces on them: element, x, y, z (angstrom), force x, y, z (eV/angstrom)
Si -1.3631 -4.9168 23.5561 -0.0028 -0.0021 0.0037
Si -1.2182 -1.0976 23.5972 0 0.0069 0.0017
Si -1.4254 -12.6736 23.3553 0.0434 0.0037 0.004
Si -1.3521 -8.777 23.4845 -0.0031 -0.0038 0.01
Si 1.0418 -4.9276 23.5668 -0.0071 0.0011 0.0167
Si 1.1617 -1.1008 23.6515 -0.0135 -0.0019 0.0028
Si 1.0028 -12.7178 23.2245 -0.046 -0.0028 0.0249
Si 1.0732 -8.8215 23.4555 -0.0061 -0.0073 0.0248
Si 6.4427 -4.9575 23.515 0.0218 -0.0178 0.0161
Si 6.5002 -1.1184 23.3865 0.0002 -0.0098 0.0063
Si 6.3342 -12.6574 23.3147 -0.0149 -0.0045 0.0108
Si 6.3397 -8.8373 23.6827 0.0295 -0.0389 0.0443
Si -6.6185 -4.9457 23.3392 -0.0266 0.0084 0.0104
Si -6.5341 -1.0664 23.3536 -0.015 0.0063 0.0095
Si -6.6676 -12.6178 23.3324 0.0153 -0.0006 0.0116
Si -6.6871 -8.858 23.5011 -0.0147 0.0381 0.0175
Si -1.9009 -3.005 24.8171 0.0159 0.0013 0.0248
Si -1.9527 0.8796 24.6599 0.0111 -0.0094 -0.0014
Si -1.9744 -10.7498 24.6486 0.006 -0.0081 -0.0017
Si -1.9545 -6.8682 24.7319 0.0075 0.0071 0.0053
Si 1.7593 -3.0463 24.8145 0.0097 -0.0019 0.0004
Si 1.7357 0.9358 24.6475 0.0088 0.0036 -0.0054
Si 1.715 -10.8186 24.5523 -0.0001 0.012 0.0021
Si 1.7194 -6.8941 24.6975 0.0066 -0.0026 0
Si 5.8672 -3.0019 24.7099 -0.0204 0.0107 0.0189
Si 5.8133 0.845 24.564 0.004 0.0096 0.0059
Si 5.7966 -10.8346 24.7747 -0.0073 0.0144 0.015
Si 5.8 -6.8535 24.7921 0.0198 0.0184 -0.0057
Si -5.9648 -3.017 24.6012 0.012 -0.014 0.0101
Si -6.0147 0.903 24.5862 0.007 -0.0015 0.0051
Si -6.0499 -10.7718 24.7103 0.0009 -0.004 -0.0016
Si -6.0161 -6.8686 24.6318 0.0067 -0.0198 -0.0094
Si -3.9787 -3.014 25.9499 -0.01 0.0032 -0.0102
Si -3.9939 0.8666 25.8997 -0.0087 0.0006 0.0071
Si -3.9918 -10.7634 25.9286 -0.001 0.0058 0.0055
Si -4.0014 -6.8818 25.9331 -0.0056 -0.0045 0.0028
Si -0.0765 -3.0209 26.2866 -0.0226 -0.0036 -0.0141
Si -0.1056 0.9059 26.1472 -0.0059 0.0016 0.0063
Si -0.1019 -10.7903 26.1019 -0.0021 -0.0052 0.0091
Si -0.1092 -6.8901 26.1975 -0.0036 0.0078 0.0111
Si 3.8254 -3.024 25.9769 0.0143 -0.0003 -0.0114
Si 3.7885 0.8691 25.8823 -0.0007 0.0007 0.0067
Si 3.7171 -10.7879 25.9158 0.0069 -0.0034 0.0031
Si 3.7451 -6.8709 25.9763 -0.0113 -0.0074 0.0051
Si 7.7052 -3.012 26.1572 -0.0036 0.0103 -0.0002
Si 7.6304 0.8492 26.0955 -0.0099 -0.0096 0.0061
Si 7.6323 -10.7962 26.2343 -0.0124 -0.0002 0.0013
Si 7.6733 -6.8838 26.1992 -0.0089 -0.0082 0.0136
Si -3.967 -4.9533 27.3462 0.0036 0.0015 0.012
Si -3.9873 -1.0659 27.3296 0.004 -0.0028 0.0079
Si -3.9639 -12.6906 27.3364 -0.0003 -0.0062 0.0062
Si -3.9836 -8.8243 27.3328 0.0032 0.0035 0.008
Si -0.0853 -4.9746 27.5559 0.0062 -0.0052 -0.0125
Si -0.0902 -1.0337 27.5067 0.0071 -0.0015 -0.004
Si -0.0951 -12.6686 27.5047 0.0038 0.0031 -0.0123
Si -0.0982 -8.8559 27.4684 0.0064 -0.0015 0.0009
Si 3.7884 -4.9499 27.3793 0.0016 0.008 0.0071
Si 3.7812 -1.0604 27.3265 -0.0044 -0.0034 0.0074
Si 3.7716 -12.6982 27.3368 -0.0043 0.0009 0.0044
Si 3.7535 -8.84 27.3294 -0.0061 -0.0009 0.0042
Si 7.6754 -4.9411 27.505 -0.0088 -0.0037 -0.0014
Si 7.6528 -1.071 27.4662 -0.0033 0.0008 -0.0092
Si 7.6439 -12.7356 27.5132 0.0029 0.0063 -0.0017
Si 7.6353 -8.8299 27.516 0.002 0.0022 -0.0203
Si -2.0668 -4.959 28.7995 -0.0031 0.0003 0.0102
Si -2.0684 -1.0755 28.7775 -0.0076 0.0004 0.0062
Si -2.0607 -12.6873 28.787 -0.001 0.0011 0.0094
Si -2.0634 -8.8297 28.7714 -0.0073 0.0029 0.0063
Si 1.8845 -4.9537 28.8127 -0.004 -0.0072 0.0082
Si 1.8769 -1.0742 28.785 0.0014 0.0022 0.0061
Si 1.8707 -12.6934 28.7875 0.0009 0.0003 0.01
Si 1.8571 -8.8287 28.7797 -0.0006 0.0001 0.0063
Si 5.7024 -4.9562 28.793 0.0016 0.0023 0.0082
Si 5.6883 -1.0801 28.7719 0.0023 0.0028 0.0067
Si 5.6735 -12.6928 28.7884 -0.0022 -0.0043 0.0098
Si 5.6603 -8.8248 28.7839 0.0047 -0.0002 0.005
Si 9.6176 -4.9523 28.8027 0.005 -0.0042 0.0062
Si 9.5951 -1.0766 28.7861 0.0018 0.0001 0.007
Si 9.6087 -12.6983 28.7915 0.0006 0.0015 0.007
Si 9.5999 -8.8251 28.7943 -0.0014 0 0.0075
Si 0 1.9336 2.0503 -0.0094 -0.1249 -0.2527
Si 0 5.8008 2.0503 -0.0692 0.1992 -0.2237
Si 0 -5.8008 2.0503 -0.0267 -0.0979 0.1526
Si 0 -1.9336 2.0503 0.0407 -0.1133 0.1071
Si 3.8672 1.9336 2.0503 0.1192 -0.0904 -0.1865
Si 3.8672 5.8008 2.0503 0.1568 0.199 -0.0496
Si 3.8672 -5.8008 2.0503 0.105 -0.1067 0.2688
Si 3.8672 -1.9336 2.0503 0.138 -0.0318 0.1125
Si 7.7343 1.9336 2.0503 -0.2748 -0.0238 -0.2377
Si 7.7343 5.8008 2.0503 -0.2058 0.1845 -0.1292
Si 7.7343 -5.8008 2.0503 -0.2463 -0.1628 0.1365
Si 7.7343 -1.9336 2.0503 -0.3872 0.0594 -0.0926
Si 11.6015 1.9336 2.0503 0.2391 -0.0662 -0.3126
Si 11.6015 5.8008 2.0503 0.036 0.269 -0.0959
Si 11.6015 -5.8008 2.0503 0.1122 -0.0762 0.1826
Si 11.6015 -1.9336 2.0503 0.2507 0.0547 -0.0996
Si -1.9225 1.8832 3.4061 -0.0023 -0.005 -0.0045
Si -1.9291 5.8732 3.4084 -0.0055 -0.0077 0.0005
Si -1.9249 -5.7833 3.4617 -0.0027 0.0048 0.0026
Si -1.9238 -1.9577 3.4466 0.0021 0.0009 -0.001
Si 1.9382 1.9337 3.3722 0.002 0.0069 -0.003
Si 1.9315 5.7786 3.3764 0.0097 -0.0124 -0.0081
Si 1.9323 -5.8773 3.4219 0 0.0067 0.0075
Si 1.9469 -1.9632 3.4162 0.0084 0.0101 -0.0071
Si 5.7931 1.903 3.4309 0.0011 -0.0029 -0.008
Si 5.8034 5.8515 3.4433 -0.0002 -0.0071 -0.0038
Si 5.7972 -5.7769 3.4887 -0.0014 0.0049 0.0021
Si 5.7918 -1.9534 3.4774 0.0029 0.0001 -0.0052
Si 9.6688 1.9869 3.3385 -0.003 0.0074 -0.0096
Si 9.6544 5.8467 3.3785 0.0021 -0.0023 -0.0068
Si 9.6562 -5.8384 3.3984 -0.0037 -0.0013 -0.0063
Si 9.6607 -1.8674 3.3427 -0.0069 -0.0006 -0.0069
Si -1.884 -0.0428 4.8347 0.02 0.0079 0.0102
Si -1.8938 3.8807 4.628 -0.0068 0.0062 0.0181
Si -1.9374 -7.6924 4.8807 0.0034 0.0057 -0.0129
Si -1.9218 -3.8638 4.8809 -0.0289 -0.0032 0.0211
Si 1.9612 0.0238 4.7192 -0.0081 -0.0018 0.0035
Si 1.944 3.8593 4.7136 -0.0017 -0.0066 0.0063
Si 1.9104 -7.8436 4.808 -0.0023 0 0.0088
Si 1.9687 -3.939 4.7498 -0.0042 -0.0114 0.0224
Si 5.8083 -0.0174 4.865 -0.0181 0.0016 0.0166
Si 5.7718 3.8729 4.725 0.0159 0.0069 0.0327
Si 5.7892 -7.6996 4.9109 -0.0075 0.0011 -0.0074
Si 5.7805 -3.8593 4.9427 0.0322 -0.005 0.0246
Si 9.6732 0.088 4.6604 0.0044 0.0038 0.0046
Si 9.6608 3.9095 4.6635 0.0218 -0.0072 0.0427
Si 9.6354 -7.7612 4.8297 -0.0006 -0.0011 -0.0093
Si 9.6124 -3.8259 4.5881 0.0774 -0.0085 0.0568
Si 0.1134 -0.0268 6.169 -0.0113 -0.0314 -0.0173
Si -0.0055 3.8534 6.0085 -0.0038 -0.0623 0.0266
Si 0.0094 -7.8241 6.2712 0.0084 0.0043 0.0113
Si 0.1026 -3.9107 6.2008 -0.0035 -0.0123 -0.0035
Si 3.8088 -0.0064 6.1871 0.0217 -0.0174 -0.0298
Si 3.8423 3.8509 6.098 -0.0006 -0.0055 -0.0188
Si 3.8067 -7.8678 6.248 -0.0001 0.0098 0.0017
Si 3.7856 -3.9829 6.3082 0.0095 0.0131 -0.0112
Si 7.8358 0.097 6.1221 -0.0029 -0.0048 -0.0085
Si 7.7363 3.9038 6.0056 -0.0186 0.0102 -0.0449
Si 7.7451 -7.6576 6.3078 0.005 0.0088 -0.0051
Si 7.8561 -3.7439 6.1434 -0.0565 -0.0001 -0.021
Si -3.9154 0.0094 6.0534 -0.001 -0.0045 -0.0029
Si -3.8248 3.9227 5.9063 -0.0063 0.0067 -0.0396
Si -3.9101 -7.7264 6.2257 -0.0059 0.0154 -0.0028
Si -4.0281 -3.8338 6.019 -0.0265 0.002 -0.0816
Si 0.0612 1.9862 7.4304 -0.006 0.0756 -0.032
Si -0.0457 5.6051 7.5797 0.0021 0.002 0.0182
Si 0.7123 -5.8609 7.4351 0.0396 0.0023 -0.0148
Si 0.7732 -1.9701 7.4137 0.056 0.008 -0.0235
Si 3.8041 1.9693 7.5129 -0.0173 0.0303 0.0205
Si 3.8364 5.634 7.6717 0.013 -0.0034 0.009
Si 3.1569 -6.0197 7.561 -0.0452 -0.0219 -0.004
Si 3.1806 -1.9498 7.3982 -0.0467 -0.0049 0.003
Si 7.801 2.0459 7.4639 0.0022 0.0004 0.0244
Si 7.7069 5.7326 7.4863 0.0038 -0.0248 0.0231
Si 8.4098 -5.6161 7.4876 -0.0026 0.0035 -0.0096
Si 8.4743 -1.7686 7.3931 0.0002 0.0016 -0.0023
Si -3.8508 2.0194 7.2528 -0.004 0.0033 0.0265
Si -3.784 5.6918 7.4495 -0.0093 -0.0207 0.0165
Si -4.6413 -5.7276 7.3214 -0.0028 -0.0104 -0.0127
Si -4.5699 -1.8878 7.2799 -0.0035 0.0124 -0.0076
Si -1.9628 2.3959 8.561 -0.0079 0.0008 -0.0132
Si -1.9708 4.8574 8.801 0.023 0.0141 -0.0133
Si 1.9006 2.5817 8.8388 0.0239 0.0135 -0.0148
Si 1.8383 5.0515 8.9053 -0.0109 -0.0214 -0.0206
Si 5.8006 2.4086 8.6673 0.0155 0.0299 -0.0017
Si 5.8577 4.898 8.7558 -0.0225 -0.0295 -0.0212
Si -5.6525 2.751 8.5478 -0.0065 -0.021 -0.0318
Si -5.7549 5.1495 8.5563 -0.0053 0.0114 -0.0105
Si -3.0667 -2.2562 9.0246 -0.0053 -0.0054 0.0422
Si -2.03 -6.8884 30.1559 -0.2155 -0.1319 -0.034
Si -2.03 -3.0213 30.1559 -0.2198 0.0982 -0.0694
Si -2.03 -14.6228 30.1559 -0.2424 0.0312 0.0018
Si -2.03 -10.7556 30.1559 -0.2483 0.027 -0.0277
Si 1.8372 -6.8884 30.1559 0.2207 -0.1231 0.0231
Si 1.8372 -3.0213 30.1559 0.2061 0.1457 0.0152
Si 1.8372 -14.6228 30.1559 0.2317 0.025 0.0577
Si 1.8372 -10.7556 30.1559 0.2334 -0.0127 -0.0245
Si 5.7043 -6.8884 30.1559 -0.1791 -0.0535 -0.009
Si 5.7043 -3.0213 30.1559 -0.1694 0.0803 -0.0779
Si 5.7043 -14.6228 30.1559 -0.2111 -0.0275 -0.005
Si 5.7043 -10.7556 30.1559 -0.1863 -0.0074 -0.0242
Si 9.5715 -6.8884 30.1559 0.2142 -0.0327 0.0483
Si 9.5715 -3.0213 30.1559 0.2083 0.0947 0.0054
Si 9.5715 -14.6228 30.1559 0.2523 -0.009 0.0918
Si 9.5715 -10.7556 30.1559 0.1942 -0.05 0.0084
Si -0.0964 -6.8884 31.5231 0.0061 0.0092 -0.0625
Si -0.0964 -3.0213 31.5231 0.0058 0.0201 -0.0482
Si -0.0964 -14.6228 31.5231 0.0097 -0.0156 -0.054
Si -0.0964 -10.7556 31.5231 0.0144 -0.0214 -0.0671
Si 3.7707 -6.8884 31.5231 -0.0077 -0.0017 0.057
Si 3.7707 -3.0213 31.5231 -0.0231 0.0231 0.0491
Si 3.7707 -14.6228 31.5231 -0.0151 0.0009 0.0483
Si 3.7707 -10.7556 31.5231 -0.0099 -0.0192 0.0466
Si 7.6379 -6.8884 31.5231 -0.0048 -0.0188 -0.0478
Si 7.6379 -3.0213 31.5231 0.0005 0.0132 -0.0428
Si 7.6379 -14.6228 31.5231 0.0042 0.0285 -0.0477
Si 7.6379 -10.7556 31.5231 -0.0024 -0.0115 -0.0582
Si -3.9636 -6.8884 31.5231 -0.0072 -0.0306 0.0592
Si -3.9636 -3.0213 31.5231 -0.0005 0.0469 0.0592
Si -3.9636 -14.6228 31.5231 -0.0052 -0.0005 0.06
Si -3.9636 -10.7556 31.5231 0.0045 -0.0235 0.0514
Si -0.0964 -4.9548 32.8904 -0.0087 -0.0589 0.0041
Si -0.0964 -1.0877 32.8904 -0.0117 0.0292 0.0345
Si -0.0964 -12.6892 32.8904 -0.0178 0.0673 0.0118
Si -0.0964 -8.822 32.8904 -0.0037 -0.0067 -0.0079
Si 3.7707 -4.9548 32.8904 0.0041 0.0136 -0.0209
Si 3.7707 -1.0877 32.8904 0.007 0.0414 -0.0261
Si 3.7707 -12.6892 32.8904 0.0237 -0.0159 -0.0202
Si 3.7707 -8.822 32.8904 0.0253 -0.0407 -0.0075
Si 7.6379 -4.9548 32.8904 -0.0054 -0.0496 0.0124
Si 7.6379 -1.0877 32.8904 -0.0031 0.0045 0.0303
Si 7.6379 -12.6892 32.8904 -0.0026 0.0492 0.0225
Si 7.6379 -8.822 32.8904 0.0087 -0.0108 0.0045
Si -3.9636 -4.9548 32.8904 -0.0056 -0.0007 -0.0144
Si -3.9636 -1.0877 32.8904 0.0187 0.0438 -0.0172
Si -3.9636 -12.6892 32.8904 -0.0015 -0.0083 -0.0081
Si -3.9636 -8.822 32.8904 -0.0077 -0.0263 -0.0027
Si 0 0 0.683 0.0092 0.0482 -0.015
Si 0 3.8672 0.683 -0.1541 -0.0042 0.0058
Si 0 -7.7343 0.683 -0.0343 -0.0278 -0.0405
Si 0 -3.8672 0.683 -0.0059 0.0196 0.027
Si 3.8672 0 0.683 0.0579 0.032 -0.0145
Si 3.8672 3.8672 0.683 0.1619 -0.0184 0.0056
Si 3.8672 -7.7343 0.683 0.1076 -0.0242 -0.0364
Si 3.8672 -3.8672 0.683 0.0326 0.0264 0.0339
Si 7.7343 0 0.683 -0.1612 -0.0035 -0.0327
Si 7.7343 3.8672 0.683 -0.1548 -0.0193 0.0004
Si 7.7343 -7.7343 0.683 -0.1677 -0.0158 -0.0395
Si 7.7343 -3.8672 0.683 -0.0501 0.0123 0.0437
Si 11.6015 0 0.683 0.0979 0.0031 -0.0426
Si 11.6015 3.8672 0.683 0.1466 -0.0299 -0.0007
Si 11.6015 -7.7343 0.683 0.0887 -0.0363 -0.0427
Si 11.6015 -3.8672 0.683 0.0292 0.0061 0.0313
Si -5.5381 -5.2755 21.2207 0.022 -0.0143 -0.0137
Si -4.8671 -0.2589 20.8635 0.0116 0.003 0.0125
Si -5.7088 -12.6255 21.1517 0.0208 -0.0024 -0.03
Si -5.2902 -8.3436 20.7888 0.001 -0.0019 0.0087
Si -2.4862 -4.5298 21.5289 -0.0209 0.0022 -0.0222
Si -2.0816 -1.3563 21.4534 -0.0274 -0.0044 -0.0065
Si -2.755 -11.753 20.6763 0.0014 -0.0073 0.0114
Si -2.1545 -8.7512 21.2791 -0.0166 0.0084 -0.0297
Si 2.5633 -5.2215 20.8308 0.0049 -0.0026 0.0059
Si 2.6654 -0.8762 20.8581 0.0039 0.0057 -0.0048
Si 2.4215 -13.1844 20.4674 -0.0027 -0.0172 0.0115
Si 2.3404 -8.4181 20.5317 0.0075 -0.0004 0.0062
Si 5.6623 -4.6485 21.3554 -0.0024 -0.0168 -0.0417
Si 5.7766 -1.5835 21.1928 -0.0107 0.0078 -0.0366
Si 5.3421 -12.388 21.1234 -0.0189 0.0005 -0.0217
Si 5.2976 -9.3734 20.7811 -0.017 0.0108 -0.006
Si -0.817 -6.4089 10.0788 -0.0048 -0.0116 -0.0166
Si -0.2671 -1.3958 9.4263 -0.0129 -0.0283 0.01
Si 5.0203 -4.4648 10.9397 -0.0149 -0.0095 -0.008
Si 4.2055 -2.0545 9.4933 0.017 -0.0107 0.0276
Si 7.7523 -4.8748 9.6862 -0.0003 0.0059 0.0575
Si 7.4185 -1.7881 9.5121 -0.019 0.0137 0.0491
Si -3.3714 -5.2078 9.1925 0.0227 -0.0131 0.0507
Si 0.5252 -6.1953 16.9657 -0.0035 -0.0051 0.0052
Si -0.4478 0.4699 16.7497 0.0029 0.0042 -0.0071
Si 0.1805 -10.9235 16.1941 -0.0026 0.0064 -0.0018
Si 3.5757 -6.9296 10.7062 0.0003 -0.0002 -0.0114
Si 6.4466 -3.4025 13.5209 -0.0059 0.0032 -0.0054
Si -2.4365 4.8961 11.1523 -0.0029 -0.0133 0.0161
Si 2.8488 -0.7911 12.0027 0.019 0.0036 0.0024
Si 8.4085 -7.2 11.626 -0.0018 0.0006 -0.0007
Si 1.7817 -8.753 17.6285 0 0.0033 -0.0039
Si 6.8315 0.9135 11.1329 -0.006 0.0046 -0.0138
Si 5.8277 -8.9911 11.4303 0.0028 0.002 -0.005
Si -5.6449 -4.2805 18.2561 0.0044 0.001 0.0058
Si 9.5498 2.0242 14.3137 -0.0024 -0.0037 -0.0034
Si -4.8059 -12.0382 16.6723 0.005 -0.0042 0.0042
Si -1.7506 -6.9214 14.9486 0.0027 0.0016 -0.0018
Si 1.141 1.2998 10.6902 0.0174 0.024 0.0339
Si 1.0158 -8.4697 11.2565 -0.0008 -0.0048 -0.0055
Si 2.4205 -3.9739 16.2114 0.0202 -0.0072 0.0121
Si -3.9429 -3.4709 11.521 -0.0106 -0.0033 -0.0128
Si 9.3597 2.8048 11.4566 -0.016 0.0029 -0.003
Si -7.1084 -12.7697 18.4893 -0.0008 -0.012 0.0074
Si -1.6701 2.0008 11.4878 -0.0022 0.0167 0.0036
Si -5.4619 5.6433 10.8187 0.0045 0.0051 0.0297
Si 1.5648 -3.0044 18.8661 0.0079 0.006 0.0087
Si -1.497 -6.5008 19.2996 -0.0087 -0.0031 0.0122
Si -0.6087 -9.4465 13.5341 0.0109 0.0019 -0.0056
Si 4.5901 0.6223 16.4274 0.0022 -0.001 -0.0004
Si 4.5227 -9.158 16.3484 -0.0027 -0.0003 0.0018
Si -3.8294 -6.7025 17.1931 0.0019 -0.0016 0.0155
Si 4.6911 -6.1742 16.8315 -0.0024 0.0036 0.0067
Si 5.8074 4.8024 14.1802 -0.0006 -0.0013 -0.0052
Si 7.5571 -5.7793 17.0254 -0.0002 -0.0092 0.0026
Si 0.1404 -2.247 12.2803 0.0095 -0.0146 0.007
Si -2.0775 -12.5799 17.6478 -0.0049 0.0004 0.0027
Si 9.4047 -2.9815 13.7353 0.0066 0.004 -0.0126
Si 6.3536 1.7673 13.974 -0.0027 -0.0069 -0.0029
Si -4.4097 -0.6855 15.1679 -0.0042 -0.0003 0.0043
Si 2.0143 -13.2536 17.2742 0.0099 0.0017 0.0008
Si 8.2995 -5.6696 14.268 -0.0088 -0.0035 0.0021
Si -1.6303 -0.0686 13.8587 0.0012 0.0064 -0.0022
Si -1.3423 -4.6689 12.7132 -0.0082 -0.003 -0.0068
Si -5.5306 -9.2421 17.7671 -0.0022 0.0043 0.0082
Si -1.159 -1.8299 18.6742 0.0045 0.002 0.0131
Si 6.1557 -6.9256 19.235 0.0011 0.0058 0.0041
Si 6.2987 0.6944 19.1228 -0.0043 -0.0047 -0.0053
Si -4.1522 -1.6424 18.0805 -0.0006 -0.0085 -0.0025
Si 7.1818 -10.3745 16.8389 0.0032 0.0074 0.0031
Si 3.9826 -1.8752 14.6948 0.0054 0.0025 -0.0019
O -3.999 -5.1145 21.7761 -0.0069 0.0068 -0.0091
O -5.9653 -1.0801 21.7698 0.0172 0.0019 -0.0154
O -3.4006 -0.3844 21.5674 0.0071 -0.0116 0.0009
O -4.3553 -11.685 21.0452 -0.0013 -0.0046 0.0067
O -3.7272 -8.282 21.2559 -0.0089 -0.0081 0.0043
O -6.2046 -9.0818 21.9184 0.0217 0.0086 -0.0217
O -2.0139 -12.6975 21.79 -0.0183 0.0153 -0.0176
O 1.4718 -4.8599 21.9711 0.0135 -0.0044 -0.0139
O 4.0316 -4.7377 21.3252 -0.0124 -0.0029 0.0121
O 4.1508 -1.4238 21.1972 -0.0062 0.0044 0.011
O 1.6692 -1.1854 22.0845 0.0082 0.0024 0.0003
O 1.2413 -12.8196 21.5549 0.0262 -0.0073 -0.0337
O 3.7 -12.3519 21.0613 0.0001 -0.0078 0.0052
O 1.5495 -8.8665 21.8683 0.0146 0.0066 -0.0222
O 3.7354 -9.2357 20.387 0.0008 -0.0001 0.0166
O 5.4312 -8.8398 22.3023 -0.0059 0.0272 -0.0361
O 0.2319 -5.7524 9.0236 -0.0205 -0.0062 0.0179
O 3.5767 -6.4624 9.1305 0.0067 0.0004 0.015
O 6.1357 -5.0741 9.9015 0.0036 -0.0002 -0.0022
O 5.8128 -1.9062 9.174 -0.009 -0.0026 0.0033
O -2.3171 -6.4628 9.4087 -0.0032 0.0261 0.0047
O -5.7978 -6.7973 20.6512 0.0061 0.0027 0.0159
O -5.7371 -4.3221 19.8945 0.0045 -0.0028 0.0054
O 5.6082 -14.351 15.2594 -0.0051 -0.0016 0.0117
O -5.2779 -14.1651 20.8087 -0.0058 0.0037 0.0083
O -5.4752 -9.159 19.3942 0.0009 0.0018 0.0077
O -2.5915 -2.9146 21.2765 0.0115 0.0014 0.0116
O -1.9089 -5.1797 20.1474 -0.0034 0.0048 0.0233
O 3.4853 -13.6633 16.694 0 -0.0007 0.0025
O 5.7225 1.482 10.0671 0.0139 -0.0129 0.0153
O -2.0829 -10.2692 20.6734 -0.0003 0.0021 0.0121
O -1.1059 -11.4258 17.0504 0.0056 -0.0011 0.0031
O -1.2409 -7.7419 20.3439 -0.0017 -0.0063 0.0114
O 2.1245 -4.3904 19.5101 -0.0019 0.0042 0.0021
O -0.0749 -3.0461 18.8375 0.0022 0.0032 0.0023
O -1.2137 -0.9806 20.0902 0.0094 -0.0011 -0.0012
O -0.8687 0.5586 15.1703 0.0025 -0.0013 0.0161
O -7.2044 -6.423 15.7097 0.0007 0.0007 0.0152
O 2.7657 0.7002 20.522 -0.0065 0.0096 0.0092
O 4.748 -6.6492 18.4149 -0.0039 0.0027 -0.0128
O 6.1301 -3.1539 20.8334 0.003 0.0098 0.0128
O 6.3292 -5.7631 20.3596 -0.0102 0.0169 0.0314
O -4.7324 -0.7976 19.3413 -0.0004 -0.0032 0.0004
O 6.4517 -0.6597 20.0148 -0.0066 -0.0007 0.0195
O 5.8264 -10.9042 20.601 0.0042 -0.0129 0.0014
O 5.762 -13.5611 20.0724 0.0032 0.0003 0.0068
O 6.2221 -8.4044 19.872 -0.0123 -0.0201 0.0032
O -4.658 -10.5089 17.2181 -0.0021 -0.0083 0.0003
O -2.1066 1.5112 9.9856 0.0033 -0.0087 0.008
O 0.4273 -0.0027 9.9519 -0.0161 -0.0128 0.0134
O -0.1919 4.8483 14.6145 0.0008 0.0026 0.0028
O 4.4086 -8.303 11.0103 0.0003 -0.0047 0.0013
O -1.3846 5.5098 12.2155 -0.0063 -0.0013 0.0006
O -0.5447 -6.9059 16.008 0.001 0.0088 0.0037
O 3.766 -0.9879 10.6619 -0.0062 -0.0064 0.0027
O 1.6087 5.697 10.4445 -0.007 0.0197 0.0236
O 4.2089 -5.7129 11.5994 0.0025 0.0109 0.0012
O 3.9502 -3.5638 10.098 0.0028 0.0097 -0.0031
O -7.722 -14.2796 18.5658 0.0044 0.0114 0.0057
O 2.2648 -2.8961 17.4089 0.0025 -0.0128 -0.0109
O 7.5072 -0.5139 10.6001 0.0029 -0.0068 -0.0168
O 8.6484 -6.8243 13.1879 -0.0029 -0.0007 0.0001
O 6.0918 5.2926 10.3519 0.0057 0.0027 0.0219
O 8.0179 -3.2592 10.0442 0.0087 -0.0062 -0.004
O -5.2548 2.3736 10.135 0.0042 -0.0021 0.0178
O 6.0606 -5.3198 16.5871 -0.0047 0.0007 0.0015
O 7.9028 2.1304 11.2508 0.0074 -0.0029 0.0013
O -5.3976 2.2134 12.7839 0.0042 -0.0044 0.0089
O -0.3386 -7.921 10.4844 0.0032 0.0043 0.0026
O 2.1664 0.6984 11.8443 -0.0068 -0.0074 -0.0085
O -0.1794 -6.0655 18.4403 0.0078 0.0006 -0.008
O -0.4319 -2.3693 10.7458 -0.0081 0.0123 -0.0115
O 7.9314 1.8889 14.3573 0.0076 0.0019 0.0045
O 6.8627 -4.9402 13.923 0.001 -0.0005 0.0044
O -1.6331 -8.3737 14.2241 -0.0031 0.0054 0.0046
O 2.8289 -3.0419 14.9208 -0.0012 -0.0015 0.0064
O -7.112 -4.4939 17.5905 -0.0016 -0.004 -0.0006
O 3.2011 -9.4338 17.2414 0.0012 0.0028 0.0008
O 1.0051 -4.8178 16.2179 -0.0012 -0.003 0.0075
O -5.4718 -12.1349 15.1883 0.0026 0.0035 0.0102
O -3.8973 5.6107 11.3131 0.0029 0.004 -0.0035
O -2.6872 -2.3242 18.3672 -0.0052 0.0013 0.0025
O -1.352 -14.0192 17.6677 0.0037 -0.0043 -0.0026
O -5.2719 -3.0429 12.3241 -0.0001 -0.0021 0.0226
O 2.0507 -1.6422 19.5835 0.0014 -0.009 0.0082
O 6.9257 -7.7987 11.3566 0.0068 0.0004 -0.0005
O -5.6995 -12.9216 17.7035 -0.0036 0.0017 0.0078
O 1.8083 -7.19 17.1516 -0.0037 0.0043 0.003
O 2.5988 -6.8135 20.5448 -0.001 -0.0079 0.011
O 2.0652 -7.2235 11.2147 0.0029 0.0016 0.0008
O -2.5076 -3.8239 8.817 0.0151 0.0134 0.0087
O -5.2173 -2.8079 17.7735 0.0062 0.0036 0.0081
O 7.43 -6.8827 18.2149 0.002 0.0047 -0.0061
O -4.9239 -7.8863 17.1505 0.0004 0.0011 0.0024
O -1.5702 -5.7147 13.9021 -0.0021 -0.0049 0.0079
O 1.4762 -8.85 19.2219 0.0024 0.0004 0.0061
O 7.0963 -10.5815 15.2057 0.0028 -0.0018 0.0082
O 0.5903 -9.4974 16.8381 -0.0005 -0.0077 0.0046
O 1.3999 -12.0065 16.3934 -0.0015 0.0032 0.0043
O -2.6842 -7.0078 18.308 -0.0131 0.0003 -0.0076
O -3.329 -12.6898 16.6194 -0.007 0.0015 0.0014
O 5.7955 -9.6247 17.2675 0.0045 -0.0031 0.0047
O -0.0239 2.1894 11.4566 0.0017 -0.0143 -0.0097
O 3.9953 -0.8295 15.9547 0.001 -0.0005 -0.0006
O -4.0601 -0.7027 16.7585 -0.0028 -0.0027 -0.0115
O 5.3318 0.3851 17.859 0.0071 0.0013 0.0109
O 2.0601 -12.8453 18.8885 -0.001 -0.0025 0.0029
O -1.8133 -1.207 8.8583 -0.0114 -0.0099 0.0087
O 3.7207 -0.9571 13.3644 -0.0089 -0.0031 -0.0035
O 8.555 -5.8168 10.7678 -0.0142 0.0058 -0.0209
O -3.1697 -6.6608 15.7035 0.0019 -0.0019 0.0029
O -0.6457 -1.0152 17.3598 0.0014 0.0026 0.0045
O -2.5292 3.3573 11.7149 0.0032 -0.0051 -0.002
O 5.9179 5.7958 12.8993 -0.0015 -0.0035 0.0152
O -2.0456 1.0369 12.7376 -0.0003 -0.0042 0.0039
O 7.3385 -11.7903 17.6538 0.0007 0.0055 0.001
O 7.8447 -2.5433 13.4552 0.0015 -0.0009 0.0044
O 1.7234 -1.9578 12.1259 -0.0091 -0.0017 -0.0036
O 3.5543 -5.106 16.4544 -0.0199 0.016 -0.0031
O 9.4333 -4.4945 14.3595 0.0072 0.0076 0.0046
O -0.5902 -1.085 13.1427 -0.0012 -0.0006 -0.0024
O -3.0145 -0.7913 14.3242 -0.0189 -0.0039 0.0074
O 4.4993 -10.1148 15.0159 -0.0012 -0.0003 0.0021
O -7.0406 -9.4212 17.2139 -0.0097 -0.0088 0.0024
O -6.8008 -12.1748 19.993 0.002 -0.0101 0.0061
O 4.6228 -7.5615 15.9435 0.0003 -0.0001 0.0052
O -4.5693 -5.3265 17.6228 0.0034 -0.0069 0.0036
O 9.5016 -8.3239 11.2155 -0.0044 0.0016 -0.0049
O -5.2145 0.6907 14.8921 0.0069 -0.0085 0.0031
O 5.4247 -2.6511 14.5457 -0.002 -0.0017 0.0027
O 0.7411 -8.7852 12.8479 -0.0073 -0.0052 0.0155
O -2.7048 -3.7851 12.5323 0.0036 0.0024 0.0006
O -3.6352 -2.1787 10.5627 0.0156 -0.0118 -0.019
O -0.9088 -5.4724 11.3827 -0.0087 0.0049 0.0066
O -4.1703 -4.8138 10.5879 0.0079 0.0068 -0.0081
O 6.186 0.7992 12.6435 -0.0016 0.0039 0.013
O -0.1143 -3.6537 13.0577 0.0087 0.0017 0.0048
O 9.1926 4.4354 11.6112 -0.0039 -0.0101 -0.0058
O -2.5632 -12.3216 19.1711 0.0006 0.0014 0.0057
O 5.7016 -3.5049 12.0684 0.0092 0.005 0.0092
O 1.1035 -14.5735 16.978 -0.0111 -0.0011 0.0063
O 5.6958 3.2492 13.6791 0.0005 0.0077 0.0034
O -5.3572 -1.9427 14.7539 0.0076 0.0017 -0.0038

Results
free energy: -274587.935 eV
free energy less fixed offsets of O -568.88, Si -635.61 eV per atom: -12.655 eV

The program warned: the cutoff lies below the one the program advises for these potential files; the forces do not sum to zero within the program's tolerance; the exchange-correlation potential is rough where the density is thin.
